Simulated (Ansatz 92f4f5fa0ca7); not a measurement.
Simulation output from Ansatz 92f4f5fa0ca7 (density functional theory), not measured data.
Periodic cell of 258 atoms, Si166O92, from a study of silicon, its oxide and their interface. The atomic structure is a simulated model.
Doubt: the cutoff is low for norm-conserving oxygen, so forces and energies are approximate.
This geometry differs little from another in the collection (a relaxation step or a small displacement).

Settings: functional HSE06; potential files SPMS norm-conserving; basis plane waves; wave-function cutoff 800 eV; density cutoff ratio 4; exchange-correlation grid ratio 1; k mesh 1 x 1 x 1, Gamma-centred; occupations fixed; spin none; net charge 0.

Cell vectors (angstrom)
a, 10.938, 0, 0
b, 0, 10.938, 0
c, 0, 0, 37.7176

Atoms: element, x, y, z (angstrom)
Si, 0, 0, 0.683
Si, 5.469, 0, 0.683
Si, 2.7345, 2.7345, 0.683
Si, 8.2035, 2.7345, 0.683
Si, 0, 5.469, 0.683
Si, 5.469, 5.469, 0.683
Si, 2.7345, 8.2035, 0.683
Si, 8.2035, 8.2035, 0.683
Si, 1.3673, 1.3673, 2.0503
Si, 6.8362, 1.3673, 2.0503
Si, 4.1018, 4.1018, 2.0503
Si, 9.5708, 4.1018, 2.0503
Si, 1.3673, 6.8362, 2.0503
Si, 6.8362, 6.8362, 2.0503
Si, 4.1018, 9.5708, 2.0503
Si, 9.5708, 9.5708, 2.0503
Si, 2.7345, 0, 35.6661
Si, 8.2035, 0, 35.6661
Si, 0, 2.7345, 35.6661
Si, 5.469, 2.7345, 35.6661
Si, 2.7345, 5.469, 35.6661
Si, 8.2035, 5.469, 35.6661
Si, 0, 8.2035, 35.6661
Si, 5.469, 8.2035, 35.6661
Si, 4.1018, 1.3673, 37.0333
Si, 9.5708, 1.3673, 37.0333
Si, 1.3673, 4.1018, 37.0333
Si, 6.8362, 4.1018, 37.0333
Si, 4.1018, 6.8362, 37.0333
Si, 9.5708, 6.8362, 37.0333
Si, 1.3673, 9.5708, 37.0333
Si, 6.8362, 9.5708, 37.0333
Si, 0.0037, 0.6137, 27.0815
Si, 5.1632, 0.3282, 27.5323
Si, 2.909, 2.5418, 27.5792
Si, 8.4684, 2.6595, 27.4735
Si, -0.438, 5.7847, 27.5573
Si, 5.2019, 5.7396, 27.5264
Si, 2.9642, 7.972, 27.5938
Si, 8.1895, 7.9684, 27.3958
Si, 1.3332, 1.4375, 28.8612
Si, 6.8585, 1.423, 28.7691
Si, 4.0711, 4.1484, 28.8258
Si, 9.513, 4.1641, 28.9368
Si, 1.2896, 6.8453, 28.8194
Si, 6.7349, 6.8547, 28.8725
Si, 4.0888, 9.6058, 28.8677
Si, 9.3914, 9.4482, 28.7853
Si, 2.6364, -0.0301, 30.2023
Si, 8.1505, 0.0017, 30.1593
Si, -0.0136, 2.7952, 30.2411
Si, 5.4771, 2.7781, 30.1718
Si, 2.6482, 5.4556, 30.1969
Si, 8.0902, 5.4738, 30.2553
Si, -0.0724, 8.2086, 30.1976
Si, 5.4549, 8.2696, 30.2471
Si, 4.0711, 1.368, 31.5128
Si, 9.5358, 1.3762, 31.5372
Si, 1.3521, 4.109, 31.6212
Si, 6.7699, 4.1074, 31.6203
Si, 4.0485, 6.8526, 31.5417
Si, 9.5244, 6.827, 31.5739
Si, 1.2958, 9.5617, 31.5857
Si, 6.8311, 9.5975, 31.5994
Si, -0.0381, 0.019, 32.9335
Si, 5.4391, 0.0207, 32.9261
Si, 2.7378, 2.7285, 32.9337
Si, 8.1783, 2.733, 32.9327
Si, -0.0303, 5.4774, 32.9518
Si, 5.4135, 5.4943, 32.9438
Si, 2.6964, 8.2074, 32.931
Si, 8.1924, 8.2135, 32.9471
Si, 1.3621, 1.3641, 34.2948
Si, 6.8233, 1.365, 34.3005
Si, 4.0901, 4.0987, 34.3077
Si, 9.556, 4.0911, 34.3029
Si, 1.3561, 6.834, 34.3065
Si, 6.8231, 6.8367, 34.2991
Si, 4.0876, 9.5675, 34.2912
Si, 9.5651, 9.5728, 34.3068
Si, 2.7442, 0.0108, 3.4241
Si, 8.2041, 0.0025, 3.4152
Si, 0.0213, 2.7478, 3.4344
Si, 5.4828, 2.735, 3.42
Si, 2.7463, 5.461, 3.414
Si, 8.2275, 5.4812, 3.425
Si, 0.0084, 8.2057, 3.4173
Si, 5.472, 8.1906, 3.412
Si, 4.1452, 1.3493, 4.8021
Si, 9.5995, 1.3495, 4.7757
Si, 1.4195, 4.1032, 4.8222
Si, 6.8596, 4.1065, 4.7736
Si, 4.1249, 6.8035, 4.7782
Si, 9.636, 6.8113, 4.8114
Si, 1.3661, 9.5818, 4.7763
Si, 6.8433, 9.5507, 4.7701
Si, 0.0225, 0.0024, 6.1836
Si, 5.4574, -0.0816, 6.1788
Si, 2.8128, 2.7307, 6.1812
Si, 8.2338, 2.7257, 6.1033
Si, 0.0957, 5.478, 6.2401
Si, 5.5119, 5.4597, 6.1696
Si, 2.723, 8.1725, 6.0858
Si, 8.263, 8.2206, 6.11
Si, 1.45, 1.3508, 7.5316
Si, 6.8959, 1.3122, 7.4328
Si, 4.1675, 4.1049, 7.594
Si, 9.6492, 4.021, 7.4955
Si, 1.4749, 6.9304, 7.6325
Si, 6.9093, 6.8767, 7.4577
Si, 4.01, 9.4581, 7.5272
Si, 9.5963, 9.5464, 7.5532
Si, 2.5963, -0.174, 8.9553
Si, 8.2854, 0.0453, 8.8908
Si, 0.1274, 2.722, 8.9139
Si, 5.4597, 2.5166, 8.8306
Si, 2.9118, 5.5759, 8.9987
Si, 8.3876, 5.5562, 8.7271
Si, 0.0626, 8.3103, 9.0435
Si, 5.4958, 8.1798, 8.8402
Si, 4.2443, 0.9584, 10.1036
Si, 10.033, 1.0233, 10.2222
Si, 1.2531, 4.4375, 10.188
Si, 7.1738, 4.4956, 10.3443
Si, 4.6927, 6.5453, 10.3964
Si, 9.8842, 6.6145, 10.2079
Si, 0.8446, 10.0413, 10.5281
Si, 6.5784, 9.8455, 10.062
O, 9.6769, 1.6805, 26.8194
O, 10.299, 10.1792, 27.6326
O, 0.2874, -2.0975, 24.5949
O, 11.0234, 4.9447, 26.2664
O, 0.0758, 5.4947, 10.6591
O, 5.4388, -0.049, 10.6316
O, 1.2533, -1.3689, 12.0992
O, 5.8898, 5.4478, 10.6684
O, 6.5257, 3.0686, 9.9654
O, 9.1038, 7.2, 11.5268
O, 2.4458, 8.2281, 14.2764
O, 9.4106, 1.7611, 11.5575
O, 7.1768, 9.009, 11.3005
O, 2.0979, 3.8907, 11.4736
O, 4.4069, 7.0435, 11.9454
O, 3.4112, 1.5747, 11.3648
O, 7.6189, 3.5886, 26.3925
O, 2.1396, 5.0523, 24.7189
O, 2.0271, 3.0671, 26.3082
O, 5.4029, 3.8372, 24.9257
O, 4.0091, 12.3522, 27.0937
O, 4.066, 6.8693, 27.0366
O, 0.9392, 11.0422, 25.7989
O, 9.3621, 6.8549, 27.0114
Si, 7.5934, 9.2955, 19.5786
Si, -3.5056, 1.1681, 20.1179
Si, 0.3745, -8.2223, 14.1325
Si, -0.473, -1.1226, 20.9006
Si, 1.1006, 4.0322, 25.4099
Si, 11.214, 1.8615, 21.1754
Si, 1.5557, 9.6338, 25.2043
Si, 7.9186, -2.9399, 12.2861
Si, -1.5678, 8.9171, 14.7487
Si, 8.6917, 4.4931, 17.2666
Si, 6.5123, 9.6384, 25.1538
Si, 6.3333, 5.4912, 21.5284
Si, 12.2253, -1.7022, 13.7105
Si, 2.2334, 5.991, 23.4159
Si, 10.7096, -3.0643, 23.4157
Si, 3.3343, 7.2876, 18.2522
Si, 8.9773, 7.6422, 17.3494
Si, 5.3415, 3.1736, 23.4528
Si, 5.0157, -2.8988, 20.7842
Si, 5.3023, 6.867, 13.3102
Si, 7.5152, 0.9935, 23.2913
Si, 3.9266, -2.2795, 23.5283
Si, 2.2787, -0.1574, 15.9833
Si, 6.2943, 3.7084, 19.0674
Si, 3.7102, 8.4058, 15.3143
Si, 13.2867, 3.0212, 16.2643
Si, 9.4562, 11.8577, 15.8672
Si, -1.1458, 3.08, 23.4652
Si, 8.3311, 5.9211, 23.6494
Si, 2.8091, 2.7149, 12.3202
Si, 7.5745, 2.9641, 15.0662
Si, 10.0257, 2.163, 18.5442
Si, 9.009, 3.0771, 12.4157
Si, 15.6238, 3.953, 14.4666
Si, 3.4105, 4.1532, 18.7637
Si, 0.8058, 9.0118, 18.2188
Si, 6.4975, 4.6575, 25.8138
Si, 13.7579, 3.4418, 21.7853
O, 4.9823, 8.0274, 14.3974
O, 6.0104, 4.2166, 22.4363
O, 7.8654, -2.5287, 18.248
O, 6.5232, 8.5524, 20.5207
O, 14.4983, 3.843, 15.6014
O, 5.1238, 6.5444, 21.4027
O, 10.3579, 1.5505, 14.693
O, 8.7792, 1.7516, 19.4687
O, 8.7705, 1.8695, 23.8545
O, -0.1698, 0.3425, 21.5225
O, 8.2679, 4.2102, 11.5254
O, 8.7678, 7.8186, 15.7609
O, 3.3119, 16.6805, 18.6559
O, 12.4403, -0.3431, 14.5704
O, 11.7592, -4.2464, 23.1436
O, 8.4635, 8.9602, 13.4393
O, 7.267, 5.7511, 24.8677
O, 3.736, -3.4284, 16.6818
O, 15.2002, 8.9073, 21.944
O, 2.5419, 1.4075, 16.2285
O, 2.2182, 8.7569, 26.3861
O, 2.7623, -1.2531, 24.0794
O, -3.5625, 3.8438, 17.909
O, 5.3199, 8.8418, 24.3655
O, 1.6991, 2.2864, 21.7863
O, 10.6355, 8.7269, 22.0576
O, 4.2728, 8.0459, 19.3413
O, 4.892, 3.7531, 18.2986
O, 9.1019, 4.5183, 23.5697
O, 1.8471, -3.1118, 18.4447
O, 8.9825, 9.5652, 20.3405
O, 2.3006, 3.4876, 17.8043
O, 7.642, 0.8044, 21.6841
O, 5.9953, 3.2412, 15.0766
O, -0.5778, 3.6145, 13.1654
O, 6.8652, -3.986, 12.9106
O, 10.159, 12.0566, 17.3151
O, 3.3134, 3.6011, 20.2678
O, 1.4212, -0.8442, 17.1835
O, 7.4711, -2.2802, 26.0592
O, 5.0216, 5.4663, 14.0528
O, 1.6269, 2.1524, 13.2688
O, 3.3628, 7.1287, 23.6477
O, 10.8466, -2.3733, 14.2094
O, 8.0005, 1.636, 15.9033
O, 6.1402, 1.7906, 23.541
O, 4.0771, 3.237, 13.156
O, 6.5994, 4.9556, 20.041
O, -2.4749, 4.1992, 15.6799
O, 11.4785, -1.2612, 19.6596
O, 8.903, 6.0487, 17.6098
O, 7.3999, -0.4244, 24.0902
O, -0.5343, 8.3078, 17.6794
O, 22.2052, 2.0845, 19.5712
O, 3.8747, 2.8903, 22.8757
O, 3.672, -0.9848, 15.8192
O, 1.0081, 3.4358, 15.4424
O, -0.7729, 2.8466, 21.9121
O, 0.1919, 3.1449, 24.392
O, 7.0048, -0.1583, 19.2911
O, -1.0272, 3.6464, 17.9112
O, 9.3163, 18.1212, 23.8574
O, 5.7966, -0.2693, 26.1664
O, 7.9397, 2.6709, 13.5331
O, 2.4463, -5.9745, 22.1909
O, 9.3232, 10.3051, 15.5474
O, 18.5347, 6.1991, 22.2314
O, -4.5974, 2.3342, 19.9218

Results
free energy: -60022.655 eV
free energy less fixed offsets of O -447.96, Si -113.29 eV per atom: -4.195 eV
gap between the highest filled and lowest empty level on this k mesh: 1.310 eV

The program warned: the cutoff lies below the one the program advises for these potential files; the forces do not sum to zero within the program's tolerance; the exchange-correlation potential is rough where the density is thin.
